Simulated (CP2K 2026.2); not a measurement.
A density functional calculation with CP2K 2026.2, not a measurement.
Periodic cell of 512 atoms, Si360O152, from a study of silicon, its oxide and their interface. The atomic structure is a simulated model.
Doubt: the forces sum to 2.73 eV/angstrom along one axis rather than to zero, so they err by at least 0.0053 eV/angstrom per atom on average; the grid cutoff is modest.

Settings
functional: PBE
method: Gaussian and plane waves
basis set: DZVP-MOLOPT-SR-GTH
pseudopotentials: GTH-PBE
grid cutoff: 350 Ry, relative cutoff 50 Ry
k points: Gamma only
occupations: fixed
spin: none
net charge: 0

Cell vectors (angstrom)
a	16.32	0	0
b	0	16.32	0
c	3.0247	3.5965	33.902

Atoms and the computed forces on them: element, x, y, z (angstrom), force x, y, z (eV/angstrom)
Si	18.872	17.917	33.815	0.513	-0.573	0.302
Si	5.208	6.884	32.688	-0.058	0.059	0.118
Si	2.857	4.167	29.438	0.072	-0.033	-0.077
Si	4.126	5.478	25.474	-0.032	0.004	-0.019
Si	18.028	13.219	33.886	-0.113	0.003	0.741
Si	1.066	12.561	0.321	-0.229	0.442	0.412
Si	4.545	14.45	0.058	0.188	-0.173	0.54
Si	9.421	5.364	33.664	0.244	-0.178	0.759
Si	5.082	7.842	27.249	-0.14	0.01	-0.127
Si	7.823	8.089	33.303	0.288	0.325	0.545
Si	4.052	15.609	31.296	0.009	-0.215	0.044
Si	6.139	12.575	0.255	-0.311	0.181	0.593
Si	12.526	17.484	33.444	-0.399	-0.028	0.442
Si	15.554	6.496	27.437	0.091	-0.04	0.048
Si	9.049	4.661	0.031	-0.24	0.186	0.546
Si	11.995	7.058	0.006	0.224	-0.197	0.795
Si	9.954	9.421	0.13	-0.037	0.32	0.695
Si	17.67	19.132	31.608	0.082	-0.008	-0.002
Si	0.41	0.278	1.871	0.271	0.278	0.376
Si	2.093	1.979	1.488	-0.115	0.003	0.707
Si	15.779	4.878	1.471	-0.042	0.003	-0.039
Si	2.994	8.582	1.347	-0.097	-0.11	0.741
Si	16.248	10.934	1.512	0.001	-0.063	-0.052
Si	2.798	13.628	1.447	0.047	0.008	-0.007
Si	5.457	16.338	1.167	-0.007	0.028	-0.046
Si	7.985	2.886	1.19	0.004	-0.041	-0.081
Si	5.609	5.618	1.279	0.012	-0.023	-0.011
Si	8.314	8.26	1.365	-0.02	0.067	0.036
Si	5.204	10.785	1.503	0.388	0.262	0.134
Si	8.053	13.492	1.363	-0.041	-0.034	-0.026
Si	11.137	16.082	0.881	0.434	-0.287	0.466
Si	14.146	3.082	1.483	0.029	0.244	0.578
Si	10.849	5.483	1.325	-0.009	0.021	-0.089
Si	13.628	8.18	1.296	0	0.005	-0.033
Si	11.167	11.002	1.504	-0.472	-0.412	0.029
Si	13.469	13.184	1.493	0.044	0.202	0.529
Si	15.018	1.431	2.918	-0.032	0.015	0.008
Si	1.285	3.931	2.639	0.085	-0.018	-0.047
Si	14.91	6.736	2.657	0.036	0.017	-0.008
Si	1.376	9.569	2.75	-0.004	-0.026	-0.058
Si	14.951	12.169	2.954	0.018	0.063	0.012
Si	1.542	14.921	2.981	-0.112	-0.01	-0.006
Si	4.028	1.234	2.652	-0.012	0.071	-0.055
Si	6.699	4.12	2.705	0.013	0.003	0.004
Si	4.104	6.881	2.576	-0.042	0.04	-0.032
Si	6.811	9.524	2.682	-0.014	0.006	0.006
Si	4.036	12.25	2.889	0.038	0.055	0.01
Si	6.858	15.079	2.643	-0.033	-0.007	0.006
Si	9.265	1.499	2.62	-0.194	0.445	0.433
Si	12.266	4.068	2.594	0.054	-0.029	0.007
Si	9.55	6.82	2.771	-0.016	0.015	0.026
Si	12.324	9.463	2.826	0.024	0.021	-0.025
Si	9.512	12.201	2.708	0.061	0.018	0.053
Si	12.312	14.922	2.575	-0.024	0.025	-0.068
Si	13.581	16.295	4.041	-0.028	-0.025	0.011
Si	16.373	2.748	4.263	0.029	0.026	-0.026
Si	13.536	5.444	4.072	0.046	-0.03	-0.046
Si	16.333	8.097	4.01	-0.006	0.018	-0.026
Si	13.609	10.803	4.25	-0.055	0.002	0.03
Si	16.343	13.592	4.185	0.006	-0.011	0.037
Si	2.871	16.287	4.268	0.009	0.061	0.025
Si	5.344	2.703	4	0.016	-0.041	0.005
Si	2.706	5.42	3.881	-0.024	0.025	-0.022
Si	5.454	8.15	4.047	0.014	0.007	0.03
Si	2.66	10.901	4.206	0.02	-0.035	0.018
Si	5.512	13.661	4.059	0.024	0.028	-0.019
Si	8.092	16.422	4.108	0.044	0.005	0.004
Si	10.865	2.705	3.93	-0.04	-0.063	-0.029
Si	8.136	5.433	4.058	0.012	-0.022	-0.017
Si	10.904	8.133	4.147	0.028	0.036	-0.014
Si	8.178	10.847	4.08	-0.021	0.015	-0.01
Si	10.859	13.66	4.001	-0.012	0.002	-0.002
Si	14.947	14.981	5.456	-0.012	-0.002	0.007
Si	1.421	1.342	5.53	0.01	-0.003	0.045
Si	14.932	4.123	5.473	-0.004	0.012	0.006
Si	1.381	6.749	5.355	0.026	-0.005	0.014
Si	15.01	9.429	5.49	0.032	0.005	-0.033
Si	1.334	12.236	5.571	-0.014	0.021	-0.013
Si	4.195	14.919	5.564	0.029	-0.031	0.009
Si	6.711	1.404	5.449	-0.016	0.021	-0.001
Si	4.026	4.094	5.354	0.009	0.007	-0.002
Si	6.797	6.797	5.431	-0.028	0.008	-0.007
Si	4.097	9.509	5.439	0.019	-0.015	-0.01
Si	6.835	12.252	5.414	-0.014	0.006	0.011
Si	9.514	15.017	5.397	-0.009	-0.015	-0.014
Si	12.199	1.353	5.365	0.004	-0.001	-0.005
Si	9.53	4.059	5.372	-0.017	-0.002	-0.005
Si	12.238	6.771	5.495	-0.024	-0.021	0.034
Si	9.525	9.507	5.458	-0.02	0.01	0.027
Si	12.196	12.27	5.432	-0.033	0.034	-0.016
Si	16.321	16.318	6.827	0.006	-0.001	0.017
Si	2.745	2.756	6.827	-0.012	0.005	-0.005
Si	16.326	5.462	6.796	0.02	-0.001	0.007
Si	2.726	8.12	6.76	-0.024	0.009	0.001
Si	16.313	10.83	6.865	0.01	-0.009	0.007
Si	2.748	13.59	6.866	0	-0.007	-0.005
Si	5.477	16.337	6.886	0.01	0.024	0.002
Si	8.151	2.732	6.763	-0.004	-0.005	-0.021
Si	5.415	5.425	6.749	-0.003	-0.01	0.008
Si	8.154	8.148	6.806	0.019	0.003	-0.007
Si	5.458	10.89	6.785	-0.019	0.016	-0.004
Si	8.185	13.621	6.776	-0.008	0.009	0
Si	10.873	16.341	6.783	-0.001	0.001	0.001
Si	13.567	2.708	6.765	0.006	-0.028	0.003
Si	10.858	5.402	6.8	-0.012	-0.019	-0.003
Si	13.614	8.12	6.84	0.004	-0.021	0.008
Si	10.861	10.899	6.806	0	-0.003	0
Si	13.583	13.605	6.797	0.015	-0.023	-0.007
Si	15.007	17.705	13.625	-0.024	0	0.005
Si	1.352	4.083	13.655	-0.003	0.016	0.001
Si	14.971	6.798	13.642	0.006	-0.009	0
Si	1.307	9.494	13.608	-0.005	0.017	-0.005
Si	14.949	12.21	13.608	0.023	-0.007	0
Si	1.361	14.963	13.616	0.014	-0.024	0.011
Si	4.09	17.704	13.611	-0.008	-0.002	-0.007
Si	6.786	4.073	13.603	0.008	-0.012	-0.011
Si	4.043	6.758	13.628	-0.005	-0.004	0.002
Si	6.782	9.484	13.553	0.013	0.002	-0.005
Si	4.015	12.226	13.563	-0.007	-0.006	0.011
Si	6.797	14.999	13.565	-0.007	0.001	0.003
Si	9.558	17.705	13.576	0.014	-0.02	-0.017
Si	12.261	4.113	13.616	0.008	-0.002	0.005
Si	9.528	6.782	13.619	-0.002	0.014	0.005
Si	12.267	9.501	13.604	0	-0.003	0.004
Si	9.528	12.233	13.549	0.005	0.001	-0.007
Si	12.284	14.966	13.586	0.002	0.011	-0.002
Si	13.66	16.325	14.945	0.028	-0.023	0.011
Si	16.339	2.736	15.054	0.004	-0.031	-0.001
Si	13.632	5.442	15.018	-0.008	0.013	-0.007
Si	16.302	8.155	15.039	0.014	0.023	0.006
Si	13.624	10.832	15.006	-0.019	-0.006	0.018
Si	16.306	13.577	14.952	-0.03	0.008	0.002
Si	2.73	16.351	14.964	-0.008	0.011	0.011
Si	5.423	2.752	15.005	-0.009	-0.008	-0.008
Si	2.679	5.434	15.051	-0.008	0.005	0.01
Si	5.403	8.148	14.923	0.007	0.038	-0.006
Si	2.629	10.881	14.943	0.007	-0.004	-0.011
Si	5.381	13.628	14.849	0.011	0.02	-0.017
Si	8.175	16.371	14.912	0.018	-0.001	-0.006
Si	10.919	2.733	14.951	-0.009	0.021	-0.005
Si	8.148	5.41	14.964	0.012	-0.003	-0.002
Si	10.934	8.125	14.966	-0.011	0.02	0
Si	8.17	10.84	14.864	-0.016	-0.001	-0.008
Si	10.904	13.588	14.89	-0.019	-0.028	-0.004
Si	15.007	14.967	16.32	0.015	-0.029	0.004
Si	17.747	17.705	16.399	0.041	0.006	-0.006
Si	14.957	4.087	16.431	0.015	0	-0.007
Si	17.631	6.795	16.44	-0.005	-0.001	-0.003
Si	14.959	9.485	16.461	-0.025	0	0.039
Si	17.596	12.21	16.36	-0.001	-0.031	0.03
Si	4.075	14.962	16.287	0.003	-0.018	0.005
Si	6.854	17.738	16.311	0.024	-0.01	0.038
Si	4.042	4.077	16.418	0.025	-0.02	0.032
Si	6.758	6.792	16.272	0.013	-0.006	0.002
Si	3.961	9.47	16.24	0.016	-0.028	-0.026
Si	6.723	12.201	16.093	0.023	-0.029	-0.025
Si	9.541	14.968	16.197	0.013	0	0
Si	12.324	17.704	16.275	0.017	0.045	-0.001
Si	9.54	4.058	16.319	-0.031	-0.037	0.017
Si	12.306	6.812	16.4	-0.026	0.042	-0.005
Si	9.558	9.521	16.243	0.001	0.01	-0.007
Si	12.243	12.241	16.281	-0.006	-0.014	0.004
Si	16.429	16.269	17.695	0.003	-0.022	-0.009
Si	2.757	2.71	17.881	0.004	-0.006	-0.014
Si	16.26	5.463	17.853	-0.045	0.023	0.006
Si	2.662	8.196	17.765	-0.008	0.043	0.008
Si	16.266	10.882	17.858	0.003	0.01	0.037
Si	2.669	13.605	17.62	-0.006	0.055	-0.03
Si	5.539	16.285	17.589	-0.009	0.049	-0.04
Si	8.182	2.771	17.751	-0.015	0.011	-0.019
Si	5.343	5.559	17.705	-0.051	0.037	0.016
Si	8.195	8.135	17.535	0.01	0.034	0.008
Si	5.338	10.878	17.437	0.004	0.05	0.03
Si	8.115	13.523	17.371	0.004	-0.031	-0.026
Si	10.94	16.331	17.523	0.002	-0.047	-0.02
Si	13.646	2.661	17.778	0.03	-0.022	0.029
Si	10.934	5.393	17.658	0.039	-0.018	-0.02
Si	13.62	8.131	17.903	0.017	-0.013	0.016
Si	10.899	10.87	17.639	-0.032	-0.056	-0.016
Si	13.594	13.617	17.625	0.026	-0.002	-0.033
Si	15.108	17.575	19.083	-0.059	0.015	-0.112
Si	17.634	4.127	19.216	0.076	-0.077	0.04
Si	14.898	6.706	19.403	-0.032	0.013	-0.028
Si	17.656	9.494	19.237	-0.013	0.025	-0.014
Si	14.832	12.335	19.122	0.008	-0.063	0.026
Si	17.745	14.927	19.135	0.042	0.04	0.036
Si	4.214	17.517	19.066	-0.306	-0.182	-0.374
Si	6.857	4.391	18.999	0.059	-0.099	0.06
Si	4.011	6.888	19.18	0.013	-0.036	0.005
Si	6.733	9.536	18.672	0.025	-0.044	0.02
Si	4.004	12.181	18.859	0.024	0.032	0.05
Si	6.87	14.795	18.84	0.006	0.012	0.027
Si	9.585	17.554	18.958	-0.007	-0.015	0.062
Si	12.179	3.991	19.099	-0.013	0.031	0.021
Si	9.643	6.869	18.908	0.019	-0.008	0.088
Si	12.267	9.658	19.137	0.046	0.046	0.078
Si	9.43	12.266	18.796	-0.011	-0.017	-0.002
Si	12.221	14.966	18.935	-0.08	-0.025	-0.007
Si	13.619	16.243	20.337	0.032	0.039	0.092
Si	16.413	2.614	20.583	-0.387	0.191	-0.311
Si	13.618	5.003	20.675	0.36	-0.163	-0.485
Si	16.25	8.202	20.725	-0.009	-0.041	0.011
Si	13.352	11.204	20.611	-0.061	-0.001	-0.115
Si	16.257	13.672	20.441	0.004	-0.006	0.028
Si	3.223	15.876	20.394	-0.246	0.058	-0.684
Si	6.242	2.992	20.71	-0.08	0.399	-0.512
Si	2.591	5.584	20.631	-0.366	0.343	-0.378
Si	5.48	8.408	20.26	0.032	0.038	0.041
Si	2.729	11	20.461	-0.06	-0.004	0.037
Si	5.333	13.581	20.156	0.443	-0.47	-0.187
Si	8.684	15.657	20.041	0.257	-0.169	-0.6
Si	10.872	2.526	20.444	-0.09	-0.023	-0.023
Si	8.186	5.81	20.356	-0.273	0.388	-0.381
Si	10.727	8.375	20.314	-0.146	0.273	-0.524
Si	7.898	10.985	20.019	-0.023	0.113	-0.075
Si	10.462	13.916	20.078	-0.083	0.055	0.059
Si	15.028	15.113	21.844	-0.078	-0.098	-0.768
Si	16.644	16.414	24.084	-0.072	-0.121	-0.159
Si	14.49	3.076	21.825	-0.218	-0.043	-0.453
Si	17.742	6.959	22.227	-0.156	0.003	-0.574
Si	15.112	10.014	21.793	-0.409	-0.285	-0.172
Si	17.416	12.166	21.77	0.223	0.079	-0.75
Si	2.393	17.855	22.614	0.027	0.106	-0.112
Si	2.39	3.526	26.601	-0.075	0.054	-0.082
Si	8.074	18.907	24.632	0.057	-0.031	-0.081
Si	7.318	7.667	21.52	0.007	-0.012	-0.06
Si	4.586	10.125	21.598	0.081	-0.001	0.023
Si	6.287	11.879	21.504	-0.131	-0.065	0.051
Si	8.142	15.326	22.951	-0.088	0.005	-0.042
Si	12.596	17.862	21.658	0.034	-0.026	-0.011
Si	8.995	3.219	21.665	0.471	-0.116	-0.217
Si	12.241	6.84	22.683	-0.101	-0.068	0.013
Si	8.973	9.436	21.348	-0.114	-0.041	0.07
Si	11.404	12.51	21.75	-0.07	-0.328	-0.414
Si	12.768	14.576	23.779	-0.17	0.701	-0.194
Si	16.252	14.087	31.411	0.114	0.02	0.019
Si	7.531	17.924	30.848	-0.074	0.005	0.169
Si	4.158	11.48	32.769	-0.065	0.196	0.225
Si	17.625	11.266	26.7	0.583	-0.38	-0.114
Si	11.41	10.551	24.651	-0.559	0.201	-0.307
Si	10.131	16.889	24.903	0.522	0.114	-0.175
Si	3.852	8.819	23.389	0.282	0.37	-0.446
Si	4.354	3.952	22.773	-0.054	-0.034	0.015
Si	14.598	18.552	24.808	-0.015	-0.051	-0.175
Si	5.246	12.922	30.202	0.016	0.058	0.077
Si	16.501	9.216	31.472	-0.014	0.069	0.113
Si	4.843	17.976	29.559	0.052	-0.066	-0.093
Si	2.835	17.017	27.649	0.118	0.058	0.157
Si	9.22	15.569	31.134	-0.016	0.109	0.031
Si	11.149	5.813	25.438	0.054	0.059	0.013
Si	13.668	11.272	28.149	0.073	-0.04	0.074
Si	13.475	4.324	26.7	-0.05	0	-0.132
Si	12.457	7.329	30.888	-0.035	-0.038	0.103
Si	9.436	10.173	31.828	0.218	0.003	0.593
Si	3.891	14.992	25.853	0.091	-0.073	-0.047
Si	7.809	4.98	28.545	0.143	0.111	0.106
Si	11.489	9.679	29.41	0.062	-0.016	-0.004
Si	7.437	6.531	0.048	0.013	-0.11	-0.044
Si	7.924	12.299	23.146	0.086	-0.593	-0.37
Si	16.124	4.946	33.057	0.02	0.107	0.122
Si	8.408	12.672	30.348	-0.055	-0.092	-0.062
Si	15.28	6.5	30.431	0	0.067	-0.014
Si	12.187	16.922	23.815	-0.275	-0.44	-0.324
Si	6.689	7.601	23.739	0.164	-0.001	-0.656
Si	6.447	16.334	24.999	0.134	0.036	0.066
Si	9.647	13.365	27.796	0.016	-0.091	0.028
Si	15.106	9.322	26.464	0.019	0.086	0.011
Si	17.934	13.658	24.563	-0.113	-0.061	-0.014
Si	7.771	12.022	26.1	-0.167	0.049	-0.043
Si	14.025	9.132	23.61	0.276	0.336	-0.327
Si	12.289	13.082	26.423	-0.052	-0.043	-0.107
Si	13.319	14.922	32.089	-0.038	-0.052	-0.021
Si	16.494	11.534	29.537	-0.067	0.075	-0.103
Si	8.061	5.384	25.629	0.112	0.069	-0.065
Si	11.794	19.359	28.983	-0.079	0.074	0.001
Si	19.156	8.683	33.081	-0.119	0.084	0.69
Si	10.505	8.343	26.741	0.011	0.007	0.074
Si	11.808	16.901	30.636	-0.072	-0.051	0.108
Si	17.569	5.683	25.08	-0.057	-0.051	-0.175
Si	8.684	15.958	27.148	0.084	0.024	-0.183
Si	9.885	10.976	22.888	0.04	0.018	-0.011
Si	7.716	9.022	26.011	-0.052	0.04	-0.043
Si	8.995	18.65	28.592	0.138	-0.075	0.111
Si	3.321	10.122	26.215	-0.605	0.235	0.22
Si	5.071	12.472	27.285	-0.026	-0.11	-0.061
Si	10.249	5.199	30.633	-0.105	0.014	0.033
Si	17.575	16.494	30.34	0.134	-0.038	0.025
Si	5.202	6.118	29.691	-0.048	-0.044	0.01
Si	14.947	1.372	8.152	0.018	0.012	0.012
Si	1.353	4.093	8.165	-0.011	-0.013	0.01
Si	14.978	6.786	8.196	0.001	0.012	0.009
Si	1.384	9.473	8.171	0.001	-0.007	-0.003
Si	14.935	12.228	8.165	-0.022	-0.01	-0.01
Si	1.363	14.961	8.186	0.003	0.006	0.009
Si	4.089	1.385	8.192	0.002	-0.01	0.005
Si	6.792	4.088	8.128	-0.005	0.006	-0.012
Si	4.075	6.777	8.143	0.002	-0.009	-0.008
Si	6.801	9.521	8.159	0.002	0.007	-0.001
Si	4.099	12.213	8.192	0.015	0.006	0.01
Si	6.847	14.96	8.189	-0.007	-0.008	-0.004
Si	9.511	1.374	8.143	-0.003	-0.012	-0.003
Si	12.23	4.057	8.16	0.001	0.014	0.001
Si	9.513	6.781	8.157	-0.025	0.003	0.003
Si	12.239	9.522	8.145	-0.007	0.018	-0.006
Si	9.512	12.253	8.167	0.003	0.003	-0.002
Si	12.237	14.979	8.154	-0.01	-0.004	0.003
Si	13.605	16.328	9.523	-0.008	-0.015	-0.004
Si	16.312	2.728	9.522	-0.004	0.009	0.009
Si	13.601	5.416	9.525	0.015	-0.013	-0.004
Si	16.332	8.145	9.545	-0.009	0.008	0.009
Si	13.587	10.869	9.523	-0.004	0.002	0.008
Si	16.311	13.588	9.516	0.014	-0.014	-0.004
Si	2.714	16.343	9.533	-0.012	0.011	-0.005
Si	5.454	2.739	9.527	0.021	-0.008	0.003
Si	2.716	5.44	9.528	0.001	0.015	-0.003
Si	5.432	8.148	9.507	-0.006	0.005	0.002
Si	2.727	10.848	9.534	0.01	-0.009	0.006
Si	5.452	13.604	9.527	0.009	0.009	-0.014
Si	8.189	16.331	9.534	0.007	-0.011	0.006
Si	10.875	2.715	9.526	-0.014	0	0.004
Si	8.144	5.435	9.512	-0.01	-0.004	-0.005
Si	10.884	8.151	9.504	0	-0.007	-0.011
Si	8.157	10.88	9.527	-0.005	0.016	0.001
Si	10.885	13.608	9.515	-0.003	-0.008	0.011
Si	14.968	14.96	10.883	0.003	-0.002	0.007
Si	1.358	1.376	10.895	0.006	-0.014	0
Si	14.965	4.082	10.901	-0.011	-0.004	0.001
Si	1.361	6.784	10.905	0	-0.002	0.003
Si	14.953	9.507	10.875	0.012	0.011	-0.005
Si	1.344	12.221	10.869	-0.012	0.001	0.006
Si	4.077	14.972	10.875	0.006	-0.009	-0.001
Si	6.814	1.375	10.873	0.006	-0.008	-0.007
Si	4.075	4.08	10.887	0.004	0.001	-0.01
Si	6.786	6.785	10.877	0.02	-0.007	-0.005
Si	4.071	9.486	10.894	-0.009	0.002	0.008
Si	6.794	12.239	10.89	-0.019	0.01	0.001
Si	9.545	14.969	10.886	0.003	0.014	-0.003
Si	12.257	1.372	10.888	-0.005	-0.006	0.006
Si	9.516	4.087	10.877	-0.009	-0.005	-0.001
Si	12.246	6.795	10.875	-0.003	0.013	-0.009
Si	9.526	9.504	10.872	0.006	-0.003	-0.002
Si	12.239	12.236	10.874	-0.002	0.002	-0.001
Si	16.329	16.326	12.25	0.003	0.013	-0.002
Si	2.713	2.739	12.266	-0.001	-0.009	0
Si	16.323	5.435	12.276	0	0.006	0
Si	2.703	8.139	12.271	0.002	0.008	0.005
Si	16.301	10.864	12.235	-0.017	-0.017	-0.005
Si	2.691	13.608	12.213	0.002	-0.005	-0.007
Si	5.435	16.351	12.222	0.007	0.015	-0.008
Si	8.165	2.729	12.241	-0.002	-0.004	0.002
Si	5.422	5.434	12.251	-0.009	-0.002	-0.004
Si	8.167	8.129	12.227	-0.026	0.002	-0.002
Si	5.419	10.871	12.232	0.017	0.004	0.001
Si	8.161	13.615	12.226	0.015	0.002	0.002
Si	10.912	16.325	12.239	-0.004	-0.011	0.005
Si	13.617	2.729	12.269	0.019	0.008	0
Si	10.885	5.442	12.239	-0.002	-0.005	-0.006
Si	13.615	8.139	12.246	0.01	0.008	-0.006
Si	10.897	10.858	12.229	-0.003	0.005	0.001
Si	13.612	13.585	12.233	-0.008	-0.017	0.001
O	14.718	14.17	31.882	0.095	-0.179	-0.07
O	16.056	15.752	0.646	-0.318	0.182	-0.118
O	12.569	7.77	32.441	0.488	0.042	0.093
O	9.688	15.785	32.661	0.6	-0.086	-0.291
O	5.362	5.688	33.765	0.319	-0.382	-0.477
O	4.107	9.702	0.851	-0.085	-0.004	-0.4
O	13.65	18.636	33.65	-0.029	-0.221	-0.382
O	11.843	1.02	0.128	-0.332	0.475	0.078
O	16.998	6.048	33.863	0.17	0.17	-0.33
O	12.387	12.039	1.011	0.182	-0.144	-0.187
O	17.159	14.028	32.758	-0.073	0.247	0.071
O	9.811	0.348	1.58	-0.142	-0.252	0.06
O	5.164	18.214	20.233	-0.061	-0.237	0.371
O	17.624	18.5	21.61	0.228	0.307	-0.026
O	12.693	5.491	21.95	-0.383	-0.5	0.19
O	12.219	4.634	25.715	-0.009	-0.417	-0.349
O	3.025	16.595	21.838	0.355	-0.185	0.458
O	5.8	3.545	22.178	0.443	0.06	0.654
O	3.608	4.715	21.573	0.213	-0.019	-0.07
O	4.258	14.66	20.79	-0.17	0.111	0.216
O	8.053	16.005	21.508	-0.38	0.305	0.271
O	8.865	4.833	21.495	0.472	0.197	0.44
O	11.344	7.676	21.666	-0.002	-0.031	0.17
O	10.049	15.973	26.252	0.599	-0.416	0.368
O	16.809	3.511	32.777	-0.26	-0.421	0.411
O	6.717	15.418	23.692	-0.568	-0.136	-0.164
O	16.337	11.027	22.241	0.016	-0.175	0.208
O	14.528	3.29	26.028	0.579	-0.131	0.195
O	13.817	10.078	27.066	-0.571	-0.06	-0.377
O	11.729	17.712	32.046	-0.539	0.267	-0.059
O	4.89	16.153	25.342	-0.182	0.281	-0.09
O	7.221	18.389	32.368	-0.189	0.441	-0.059
O	12.344	13.767	32.702	-0.434	-0.307	-0.145
O	18.959	18.405	32.267	0.341	-0.158	-0.194
O	16.93	17.887	30.882	-0.415	0.098	-0.307
O	12.808	15.624	30.735	0.152	-0.266	-0.462
O	13.931	11.797	33.488	0.14	-0.042	-0.564
O	8.942	8.072	26.431	-0.153	-0.441	0.26
O	8.528	11.458	31.408	-0.448	0.112	0.329
O	17.441	11.769	28.242	0.416	0.179	0.071
O	3.13	14.218	24.667	0.389	-0.083	-0.493
O	4.622	4.949	24.02	0.189	0.004	-0.099
O	17.144	6.104	23.549	-0.353	-0.4	0.136
O	14.832	3.105	23.449	0.375	0.174	0.342
O	6.835	17.858	24.616	-0.362	0.231	-0.194
O	7.747	2.416	20.96	0.035	-0.666	-0.343
O	8.481	8.845	31.999	-0.273	-0.268	-0.374
O	7.478	3.909	25.312	-0.6	-0.105	0.29
O	5.057	7.799	23.863	-0.187	-0.303	0.282
O	8.792	2.909	23.224	0.13	-0.268	0.131
O	18.103	4.003	30.62	-0.112	0.532	-0.202
O	18.112	16.836	28.861	-0.126	0.065	-0.167
O	3.473	2.635	23.121	0.095	-0.242	0.561
O	16.633	6.238	26.262	-0.034	0.301	0.098
O	7.372	8.925	24.428	0.021	0.513	-0.398
O	6.85	12.986	30.097	0.018	-0.071	-0.285
O	19.167	12.364	33.091	0.132	-0.182	-0.352
O	15.558	10.016	32.513	-0.046	-0.195	-0.128
O	2.592	7.961	22.802	0.025	-0.094	-0.065
O	2.764	15.681	26.771	-0.634	-0.266	0.171
O	11.057	9.293	25.582	-0.051	-0.252	-0.053
O	6.669	12.36	27.205	0.282	0.038	0.463
O	3.784	8.797	27.05	-0.437	-0.007	0.167
O	11.03	6.617	30.638	-0.233	0.334	-0.183
O	8.962	5.361	29.64	-0.218	0.204	0.214
O	15.979	16.232	22.594	-0.027	0.539	-0.14
O	9.86	4.839	32.175	-0.058	-0.268	-0.011
O	14.808	8.787	24.982	0.286	-0.585	0.203
O	6.393	8.683	26.845	-0.028	0.356	0.409
O	8.858	18.648	30.229	0.39	0.352	0.337
O	6.333	5.1	29.169	-0.049	-0.283	-0.124
O	9.645	5.259	25.352	0.147	-0.529	-0.308
O	13.553	7.682	23.063	0.245	-0.116	-0.232
O	15.68	8.018	30.79	-0.347	0.223	-0.418
O	14.21	5.723	27.008	-0.208	0.3	0.056
O	12.772	14.196	25.36	0.358	0.216	0.291
O	4.69	13.924	26.736	0.09	0.199	0.125
O	7.213	12.298	24.618	-0.564	0.09	-0.023
O	18.774	15.79	31.184	-0.306	0.018	0.417
O	5.595	6.395	31.218	0.311	-0.329	-0.106
O	15.896	6.083	28.979	0.464	-0.446	0.081
O	17.724	4.074	25.409	-0.146	-0.605	-0.087
O	2.389	18.251	26.709	-0.289	-0.271	-0.526
O	16.354	10.328	26.358	0.102	0.101	-0.225
O	7.822	5.832	27.17	-0.104	0.525	0.074
O	9.103	13.99	30.95	0.432	-0.09	0.076
O	15.705	17.373	24.993	0.107	-0.204	0.591
O	17.62	12.589	25.742	-0.34	0.196	0.276
O	12.586	8.633	29.952	0.637	0.027	-0.286
O	4.643	12.321	28.828	-0.607	-0.276	0
O	17.881	12.923	23.13	0.119	-0.142	0.197
O	12.788	10.149	23.891	0.02	0.398	-0.202
O	8.542	13.778	22.82	0.528	0.038	-0.353
O	14.238	14.367	23.079	0.091	-0.581	0.175
O	7.267	6.371	24.623	0.066	-0.302	0.036
O	15.384	8.097	27.465	-0.195	0.149	0.376
O	5.036	6.474	26.361	0.403	-0.391	-0.029
O	14.337	13.731	0.206	-0.278	-0.119	-0.314
O	11.671	11.835	25.6	-0.236	-0.103	0.023
O	11.812	13.511	23.007	-0.112	-0.164	0.108
O	8.292	6.522	33.369	-0.288	-0.092	0.076
O	4.519	15.383	32.822	0.535	-0.405	-0.209
O	12.934	3.698	28.077	0.367	-0.033	0.183
O	3.673	7.362	32.669	-0.197	-0.275	-0.353
O	6.395	18.352	29.765	0.097	0.593	-0.553
O	9.33	18.225	25.409	0.051	0.498	0.678
O	3.702	9.956	32.601	0.106	-0.171	-0.136
O	13.666	6.363	30.437	0.008	-0.315	-0.367
O	16.577	12.776	30.546	0.228	-0.152	-0.049
O	3.703	5.525	29.57	-0.297	0.267	0.117
O	10.461	9.971	30.601	0.097	-0.143	-0.118
O	8.044	3.481	28.029	-0.525	-0.135	-0.191
O	4.365	17.206	28.208	0.535	-0.409	-0.175
O	6.206	8.088	33.126	-0.381	0.65	0.261
O	2.242	7.988	0.035	-0.026	-0.233	-0.201
O	7.804	16.318	30.871	-0.479	-0.399	-0.237
O	9.269	16.129	23.757	0.082	-0.098	-0.368
O	12.294	11.012	28.965	-0.331	0.309	0.32
O	17.765	8.629	32.268	-0.182	-0.513	0.18
O	5.21	7.469	28.811	-0.028	0.569	0.398
O	18.325	4.129	28.06	-0.63	0.298	0.07
O	11.218	13.578	27.537	0.169	0.099	0.457
O	4.82	11.954	31.398	0.233	-0.315	-0.175
O	7.374	15.785	26.213	-0.351	-0.32	-0.032
O	10.689	9.026	28.175	-0.504	-0.026	0.035
O	11.256	6.911	26.635	0.311	-0.145	0.308
O	9.23	12.326	28.974	-0.016	-0.289	0.1
O	11.421	6.507	24.014	-0.388	0.228	-0.125
O	8.872	14.733	28.177	-0.099	0.018	0.427
O	8.234	10.503	26.301	0.301	0.068	-0.005
O	11.287	4.073	30.116	0.178	-0.171	0.173
O	13.373	16.1	33.211	0.341	-0.034	0.452
O	4.664	17.001	30.815	0.19	0.243	0.387
O	13.186	17.77	24.805	-0.235	-0.056	0.613
O	4.432	11.298	26.392	0.165	0.086	-0.38
O	13.574	12.643	27.304	0.422	0.588	-0.121
O	16.436	15.367	30.436	-0.496	0.204	-0.437
O	3.307	9.693	24.644	-0.318	-0.018	0.049
O	9.075	12.913	26.351	0.154	0.089	-0.321
O	10.375	16.266	30.227	-0.127	0.111	-0.438
O	15.778	5.535	31.61	-0.017	-0.057	-0.186
O	4.601	14.387	30.41	-0.214	0.003	-0.143
O	16.908	14.923	24.671	-0.355	0.152	0.223
O	12.366	17.971	29.577	0.45	-0.132	-0.22
O	8.46	17.259	28.034	-0.467	-0.02	0.405
O	3.878	4.105	26.306	0.528	-0.318	0.057
O	2.736	6.292	25.289	0.1	0.605	-0.091
O	14.948	11.324	29.114	-0.27	0.018	0.262
O	18.025	17.232	23.929	0.34	0.227	0.267
O	3.916	19.281	29.585	0.058	0.171	-0.01
O	10.498	18.954	28.108	0.03	0.095	-0.365
O	17.008	10.217	30.314	0.315	-0.244	-0.023

Results
total energy: -105154.459 eV
total energy less fixed offsets of O -438.35, Si -107.03 eV per atom: 5.541 eV
